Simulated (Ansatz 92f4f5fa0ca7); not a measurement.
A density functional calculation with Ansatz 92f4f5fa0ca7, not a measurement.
Periodic cell of 214 atoms, Si131O81As2, from a study of silicon, its oxide and their interface. The atomic structure is a simulated model.

Settings
functional: PBE
potential files: Ansatz PAW
basis: plane waves
wave-function cutoff: 700 eV
density cutoff ratio: 5
exchange-correlation grid ratio: 1
k mesh: 2 x 2 x 1, shifted by 0.5 0.5 0.5 of a step
self-consistency stop: 5e-08 eV per atom in the density residual
occupations: fixed
spin: none
net charge: 0

Cell vectors (angstrom)
a, 10.938, 0, 0
b, 0, 10.938, 0
c, 0, 0, 31.5432

Atoms and the computed forces on them: element, x, y, z (angstrom), force x, y, z (eV/angstrom)
Si, 10.392, 0.5943, 24.3395, -0.0386, 0.0383, -0.0626
Si, 5.9958, 10.5152, 24.1471, 0.0337, -0.0268, -0.0551
Si, 2.091, 3.2537, 24.1021, -0.0544, 0.024, -0.0518
Si, 8.657, 2.2815, 24.2823, 0.0135, -0.0321, -0.0529
Si, 0.4563, 5.0584, 24.1469, 0.0302, -0.0306, -0.0576
Si, 5.0212, 5.9027, 24.2211, -0.0355, 0.0158, -0.0544
Si, 3.3567, 7.6501, 24.1576, 0.0398, -0.0445, -0.0575
Si, 7.7916, 8.8451, 24.0132, -0.0099, 0.0525, -0.053
Si, 1.3043, 1.4856, 25.467, -0.0007, 0.0203, 0.0088
Si, 6.8833, 1.3172, 25.4823, 0.0129, -0.0251, -0.0161
Si, 3.9918, 4.1091, 25.3396, -0.0326, -0.0055, 0.0034
Si, 9.631, 4.1048, 25.4139, 0.0217, -0.0218, -0.0031
Si, 1.4544, 6.8211, 25.3531, 0.0181, -0.0083, 0.0053
Si, 6.8664, 6.9602, 25.2564, -0.0055, 0.0251, 0.011
Si, 4.19, 9.5372, 25.3377, 0.011, -0.014, 0.017
Si, 9.4967, 9.6592, 25.4433, -0.0202, 0.0076, -0.0014
Si, 2.7532, 0.011, 26.6472, 0.0127, -0.0078, 0.0416
Si, 8.1911, -0.0004, 26.9331, -0.0055, -0.0049, -0.0385
Si, -0.0182, 2.7852, 26.9132, 0.0023, 0.0102, -0.0378
Si, 5.4265, 2.7445, 26.6692, -0.0249, 0.0089, 0.0698
Si, 2.7209, 5.4567, 26.83, -0.0044, -0.0065, -0.0293
Si, 8.2026, 5.5319, 26.6344, -0.0129, 0.0189, 0.0708
Si, 0.0155, 8.2208, 26.6495, 0.0056, -0.0138, 0.0592
Si, 5.5178, 8.214, 26.7932, 0.0139, 0.0064, -0.0316
Si, 4.0981, 1.3664, 28.0746, 0.0016, -0.0009, 0.0097
Si, 9.5647, 1.387, 28.2279, 0.0056, 0.0097, -0.0114
Si, 1.3661, 4.1343, 28.2231, 0.0066, 0.0055, -0.0059
Si, 6.8233, 4.1357, 28.03, 0.0037, 0.0021, 0.0099
Si, 4.124, 6.8366, 28.1357, 0.0077, 0.0026, -0.0096
Si, 9.5843, 6.8524, 28.0562, 0.0001, 0.0002, 0.0092
Si, 1.3811, 9.583, 28.0505, 0.0004, -0.0024, 0.0195
Si, 6.8202, 9.5576, 28.2214, -0.0041, -0.009, -0.0067
Si, 0.0229, -0.0145, 29.4963, 0.0299, -0.0302, -0.0222
Si, 5.4428, 0.0195, 29.5055, -0.0238, 0.0234, -0.023
Si, 2.7467, 2.7213, 29.4986, 0.0214, -0.027, -0.018
Si, 8.1652, 2.7766, 29.4915, -0.0288, 0.0307, -0.0216
Si, -0.0269, 5.5028, 29.5077, -0.0264, 0.0251, -0.0227
Si, 5.4813, 5.4625, 29.4833, 0.0234, -0.0233, -0.0152
Si, 2.7329, 8.2124, 29.4704, -0.029, 0.0274, -0.0194
Si, 8.2265, 8.1821, 29.5, 0.0251, -0.0226, -0.0196
Si, 1.3673, 1.3673, 30.8594, 0.1349, -0.076, 0.1039
Si, 6.8362, 1.3673, 30.8594, -0.1603, 0.1478, -0.0275
Si, 4.1018, 4.1018, 30.8594, 0.1263, -0.0802, 0.0052
Si, 9.5708, 4.1018, 30.8594, -0.1826, 0.1507, -0.0071
Si, 1.3673, 6.8362, 30.8594, -0.0128, 0.2144, -0.065
Si, 6.8362, 6.8362, 30.8594, 0.0856, -0.1462, 0.0426
Si, 4.1018, 9.5708, 30.8594, -0.1574, 0.0583, -0.023
Si, 9.5708, 9.5708, 30.8594, 0.1274, -0.0817, 0.0544
Si, 2.7345, 0, 0.6835, 0.0643, -0.1494, 0.0142
Si, 8.2035, 0, 0.6835, -0.1328, 0.0506, -0.0565
Si, 0, 2.7345, 0.6835, -0.1461, 0.1111, -0.0674
Si, 5.469, 2.7345, 0.6835, 0.0999, -0.1271, 0.041
Si, 2.7345, 5.469, 0.6835, -0.1306, 0.1056, -0.052
Si, 8.2035, 5.469, 0.6835, 0.1156, -0.1923, 0.0602
Si, 0, 8.2035, 0.6835, 0.1878, -0.0999, 0.0606
Si, 5.469, 8.2035, 0.6835, -0.0299, 0.1468, -0.0916
Si, 4.1208, 1.3407, 2.0476, 0.0269, -0.0256, 0.0251
Si, 9.5469, 1.3826, 2.0392, -0.0243, 0.022, 0.018
Si, 1.3375, 4.1284, 2.0492, -0.0236, 0.0237, 0.0197
Si, 6.8587, 4.0727, 2.0516, 0.0266, -0.0288, 0.0199
Si, 4.0863, 6.8602, 2.0369, -0.0228, 0.0251, 0.0201
Si, 9.5959, 6.8081, 2.049, 0.022, -0.0216, 0.0224
Si, 1.381, 9.558, 2.0541, 0.0337, -0.0287, 0.021
Si, 6.8362, 9.5659, 2.0608, -0.0289, 0.0265, 0.0216
Si, -0.0308, -0.009, 3.3454, -0.0036, 0.0015, 0.005
Si, 5.4719, -0.0227, 3.4763, 0.0034, -0.0044, -0.0185
Si, 2.7113, 2.7212, 3.3275, -0.0058, 0.0056, 0.01
Si, 8.1984, 2.7019, 3.4878, -0.0019, 0.0021, -0.0092
Si, -0.0129, 5.4672, 3.5053, -0.0011, -0.0026, -0.003
Si, 5.479, 5.4837, 3.3255, -0.0008, 0.0008, 0.0047
Si, 2.7452, 8.205, 3.4764, -0.0045, 0.0019, -0.0123
Si, 8.2322, 8.1782, 3.3769, -0.0041, -0.0074, 0.0091
Si, 1.315, 1.3709, 4.667, -0.0071, -0.0004, 0.0352
Si, 6.8551, 1.296, 4.8886, 0.0081, -0.0096, -0.051
Si, 4.0859, 4.1179, 4.6123, 0, 0.0026, 0.0311
Si, 9.5504, 4.067, 4.8928, -0.0017, 0.0029, -0.0765
Si, 1.3692, 6.8652, 4.8791, 0.0036, 0.0052, -0.0739
Si, 6.8593, 6.8011, 4.7077, 0.0023, -0.0009, 0.031
Si, 4.1236, 9.5501, 4.8909, 0.0113, -0.0067, -0.0407
Si, 9.5856, 9.5568, 4.7332, -0.0007, -0.0003, 0.0348
Si, 2.651, 0.0474, 6.0919, -0.0205, 0.006, -0.0061
Si, 8.2284, -0.1482, 6.2428, 0.0025, -0.0193, -0.01
Si, -0.0051, 2.6475, 6.1876, 0.012, -0.0151, 0.0007
Si, 5.4099, 2.7754, 6.0289, -0.0102, 0.0182, 0.0017
Si, 2.769, 5.4152, 6.1028, 0.0192, -0.0079, 0.0018
Si, 8.1411, 5.4465, 6.2037, -0.0326, 0.002, 0.0015
Si, 0.0133, 8.2922, 6.2186, -0.0036, 0.027, 0.012
Si, 5.567, 8.1316, 6.1816, 0.0179, 0.0025, -0.0161
Si, 3.5148, 1.9595, 7.1392, -0.0409, 0.0503, 0.0556
Si, 10.0274, 0.8138, 7.4249, 0.0246, -0.0256, 0.0602
Si, 1.7952, 3.6522, 7.326, 0.039, -0.026, 0.0535
Si, 6.2694, 4.4988, 7.3736, -0.0579, 0.02, 0.0506
Si, 4.658, 6.2488, 7.2447, 0.0474, -0.0425, 0.0589
Si, 9.1938, 7.2149, 7.3594, -0.0109, 0.0128, 0.0543
Si, 0.9155, 10.1608, 7.4726, -0.0158, 0.0443, 0.0502
Si, 7.4194, 8.8822, 7.4927, 0.0332, -0.0471, 0.0562
O, 4.5395, 6.4269, 8.8878, -0.0157, 0.0128, 0.0001
O, 1.4561, 3.9929, 8.9197, -0.0009, 0.0155, -0.0007
O, 9.7922, 6.6986, 8.8189, -0.0054, 0.0027, 0.0041
O, 1.3554, 10.1233, 9.1001, 0.0085, -0.0109, -0.017
O, 6.2135, 4.1768, 9.0112, 0.0071, 0.0022, -0.0052
O, 3.8544, 1.7244, 8.7246, 0.0047, -0.0108, -0.014
O, 7.159, 8.9442, 9.1516, -0.0016, 0.0166, -0.0195
O, 9.6171, 1.0398, 9.0158, -0.002, 0.0003, -0.0054
O, 8.1947, 2.5985, 22.7279, -0.0017, 0.0032, -0.004
O, 10.9368, 5.5196, 22.6183, 0.0057, 0.0086, -0.0035
O, 5.5548, 0.107, 22.6454, 0.0035, 0.0017, 0.0004
O, 5.276, 5.3818, 22.6717, 0.0156, 0.0067, -0.0086
O, 2.0984, 2.7787, 22.5094, 0.0163, -0.0027, 0.0013
O, 3.279, 7.8257, 22.5034, -0.02, 0.0048, -0.0007
O, 8.3628, 8.7627, 22.4459, -0.0002, -0.0088, 0.0014
O, -0.2052, 11.2493, 22.7561, 0.009, -0.0123, 0.0079
Si, 2.0995, 2.991, 12.9013, 0.0046, -0.0036, -0.0024
Si, 8.7588, 1.2613, 10.3726, 0.0015, -0.0041, 0.0084
Si, 0.9421, 4.3037, 15.3854, -0.0015, -0.0001, 0.0002
Si, 7.5438, 5.6685, 12.2357, 0.0007, -0.0003, 0.0047
Si, 2.3505, 8.1746, 21.2161, 0.0041, -0.003, -0.0038
Si, 5.3651, 7.8419, 12.4506, -0.0001, -0.0001, 0.0064
Si, 9.2495, 0.3392, 15.4426, -0.0013, -0.0003, 0.0029
Si, 2.8094, -0.0685, 16.6795, -0.0049, -0.0003, 0.0021
Si, 10.5826, 1.0087, 12.6547, 0.0001, 0.0018, 0.0063
Si, 7.6953, 2.8518, 21.2106, 0.0029, 0.0035, -0.0018
As, 9.5073, 8.5402, 14.2126, 0.0058, -0.006, 0.0144
Si, 1.4766, 4.7708, 10.3507, -0.0032, 0.0012, 0.0033
Si, 4.4066, 9.4845, 19.1411, 0.0003, -0.0052, -0.0047
Si, 10.996, 6.0958, 21.0938, 0.0011, -0.003, -0.004
As, 6.4997, 10.2835, 14.532, 0.0027, -0.0004, 0.0099
Si, 5.326, 0.7424, 21.1718, 0.0011, 0.001, -0.0063
Si, 2.4982, 9.8112, 10.2276, 0.009, -0.0009, 0.0106
Si, 0.3926, 10.6362, 21.3964, 0.0011, -0.0001, -0.0053
Si, 5.7731, 5.2911, 21.1391, 0.0022, 0.0008, 0.0044
Si, 3.6336, 7.0708, 10.0482, 0.0001, -0.0003, 0.0003
Si, 9.0683, 5.579, 14.9426, -0.0007, 0.0028, 0.0065
Si, 3.5329, 4.1345, 19.1317, -0.0039, 0.0009, 0.0006
Si, 9.9436, 3.6779, 19.2662, 0.003, -0.0036, -0.0008
Si, 4.1056, 8.6559, 15.3444, -0.0011, 0.0007, 0.001
Si, 0.3725, 1.8104, 17.1667, -0.0003, -0.0027, 0.0018
Si, 6.7285, 7.5831, 19.3073, -0.0027, 0.0012, -0.0044
Si, 5.1527, 3.6511, 16.8143, 0.0038, -0.0078, -0.0021
Si, 7.6907, 5.0936, 17.542, -0.0021, -0.0006, -0.0022
Si, 6.7107, 9.935, 10.3655, 0.0015, 0.0023, 0.0181
Si, 4.496, 1.1122, 10.0523, -0.0032, 0.0016, 0.0136
Si, 0.3641, 8.9285, 12.0559, 0.0001, -0.0082, 0.0095
Si, 9.0531, 8.6524, 20.9598, 0.0017, 0.0011, -0.012
Si, 4.4209, 1.7404, 14.6765, 0.0062, 0.0012, -0.0058
Si, 2.3852, 2.0964, 21.0595, -0.0024, -0.0015, -0.0069
Si, 6.4126, 3.3753, 10.4154, -0.0105, 0.0014, 0.0053
Si, 3.2366, 5.8749, 16.7079, -0.002, 0.005, 0.0017
Si, 9.9307, 6.543, 10.4253, 0.0001, -0.0021, 0.0011
O, 0.0216, 2.6268, 18.5366, -0.0148, 0.0134, -0.0062
O, 2.7931, 9.638, 15.5691, 0.0275, 0.006, 0.0173
O, 10.7688, 4.8266, 20.0938, -0.0128, 0.0055, 0.006
O, 7.6945, 2.4399, 10.1118, -0.0061, -0.0155, 0.0038
O, 10.8981, 5.2573, 10.7685, -0.0023, 0.0144, -0.0109
O, 6.5749, 6.8287, 12.876, -0.003, -0.0012, -0.0193
O, 10.4935, 7.9561, 11.0261, 0.0083, -0.007, 0.0131
O, 8.4386, 6.2807, 11.0226, 0.0119, -0.0048, 0.0088
O, 5.2713, 10.4873, 20.0822, -0.0101, 0.0056, 0.0081
O, 2.153, 3.7328, 11.4331, -0.0132, 0.0049, -0.0071
O, 7.8941, 8.6149, 19.8096, -0.0027, -0.0183, 0.0159
O, 6.1465, 6.7832, 20.6117, 0.0071, -0.0146, -0.019
O, 5.4468, 2.6845, 15.5425, 0.0012, -0.0068, 0.0003
O, 1.2652, 0.9239, 20.7034, 0.0152, 0.0058, 0.0233
O, 6.0307, 9.1175, 11.6238, 0.0023, -0.0115, -0.0143
O, 4.4402, 4.9471, 16.1161, -0.0169, -0.0032, 0.0309
O, 6.4882, 4.0093, 17.6749, 0.0022, 0.0168, -0.0098
O, 10.6558, 10.4245, 12.0756, 0.009, -0.0012, 0.0178
O, 5.3445, 0.6006, 13.9425, -0.0097, 0.0102, 0.0281
O, 7.8289, 5.3078, 15.9401, 0.0267, 0.0035, 0.0036
O, 9.8482, 9.7364, 15.5149, -0.018, 0.0114, -0.0247
O, -0.6413, 4.6059, 15.3182, 0.001, 0.015, -0.0029
O, 1.4917, 6.8412, 20.7991, -0.009, 0.012, 0.0172
O, 1.3869, 0.5137, 17.2714, 0.003, 0.0124, -0.0119
O, 6.5485, 1.7607, 20.8079, -0.0013, 0.0027, 0.0195
O, 1.1151, 1.678, 12.8513, -0.0109, 0.0186, -0.0021
O, 3.079, 5.5075, 18.3176, 0.0183, -0.0261, -0.015
O, 9.7495, 1.8309, 11.5306, 0.0044, -0.016, 0.0057
O, 1.0992, 2.8853, 16.1709, -0.0125, 0.0065, 0
O, 8.5724, 5.2491, 13.4274, -0.0064, 0.0087, 0.0011
O, 11.2051, 8.3283, 13.5767, -0.0208, 0.0147, -0.021
O, 1.4012, 9.4001, 21.7161, -0.0029, 0.0072, -0.0112
O, 10.0453, 9.9384, 20.6188, -0.0085, -0.0215, 0.0183
O, 3.301, 0.2146, 10.7436, -0.0022, -0.0173, -0.0135
O, 5.1482, 2.3965, 10.8462, 0.0239, -0.0001, -0.0118
O, 1.503, 4.1405, 13.8748, -0.0013, -0.0238, 0.0115
O, 7.997, 10.8209, 10.8728, -0.0092, 0.0109, -0.0239
O, 9.0509, 4.4748, 18.1621, -0.0102, -0.0064, 0.0044
O, 5.4624, 9.4972, 15.8193, -0.0144, 0.0054, -0.0232
O, 5.6666, 0.045, 9.6887, -0.0012, 0.0018, 0.0083
O, 3.5503, 2.4956, 13.4994, -0.0156, -0.0055, 0.0135
O, 1.7772, 5.5311, 16.0589, 0.0122, -0.016, 0.0016
O, 9.7155, 1.0243, 14.029, 0.0106, -0.0182, 0.0021
O, 4.3866, 6.9996, 11.478, 0.0023, 0.0192, -0.0138
O, 4.6084, 4.6046, 20.2501, 0.0079, 0.0059, -0.0052
O, 9.8721, 1.2355, 16.6393, 0.0172, -0.0055, -0.0171
O, 6.6754, 4.4082, 11.6599, 0.0132, 0.0073, -0.0117
O, 5.5089, 8.4039, 18.5968, 0.0039, -0.0046, 0.0243
O, 8.9927, 2.7622, 20.23, -0.0063, 0.0217, -0.0021
O, 3.4436, 1.1612, 15.8345, 0.0045, -0.014, -0.0132
O, 4.142, 3.1043, 17.9959, -0.0071, 0.0365, 0.0074
O, 9.8372, 7.2218, 20.8932, 0.0052, 0.003, 0.005
O, 3.4463, 8.6381, 9.5918, -0.0083, -0.0017, 0.012
O, 3.7239, 7.3774, 16.2943, -0.0035, -0.0043, -0.0083
O, 7.6027, 0.3315, 15.5881, 0.0201, -0.0061, -0.0101
O, 9.5683, 7.1108, 15.2413, -0.0003, -0.0012, -0.0159
O, 3.8871, 1.4866, 21.133, -0.0027, 0.0003, -0.0001
O, 1.8993, 9.1128, 11.5771, -0.0223, 0.0041, -0.0151
O, 2.2767, 6.1919, 10.2027, 0.0068, -0.0136, -0.0029
O, 7.3251, 6.5151, 18.2365, -0.0038, -0.0111, 0.0103
O, 7.1139, 4.3686, 21.0632, -0.0175, -0.0128, 0.0062
O, 4.4691, 8.2734, 13.7651, 0.0111, -0.0064, -0.0032
O, 3.2569, 8.6606, 19.9626, 0.0027, 0.0083, 0.0119
O, 2.3792, 3.2787, 19.9173, 0.0195, -0.0156, 0.0183
O, 3.674, 10.3412, 17.9656, -0.0083, -0.0042, 0.0026

Results
free energy: -139068.517 eV
free energy less fixed offsets of As -4857.07, O -569.03, Si -635.61 eV per atom: 1.963 eV

The program warned: the cutoff lies below the one the program advises for these potential files; the forces do not sum to zero within the program's tolerance; the exchange-correlation potential is rough where the density is thin.
